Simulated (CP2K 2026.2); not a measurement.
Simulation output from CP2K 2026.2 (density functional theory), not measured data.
Periodic cell of 504 atoms, Si360O144, from a study of silicon, its oxide and their interface. The atomic structure is a simulated model.
Doubt: the forces sum to 0.81 eV/angstrom along one axis rather than to zero, so they err by at least 0.0016 eV/angstrom per atom on average; the grid cutoff is modest.

Settings
functional: PBE
method: Gaussian and plane waves
basis set: DZVP-MOLOPT-SR-GTH
pseudopotentials: GTH-PBE
grid cutoff: 350 Ry, relative cutoff 50 Ry
k points: Gamma only
occupations: fixed
spin: none
net charge: 0

Cell vectors (angstrom)
a	16.32	0	0
b	0	16.32	0
c	5.367	-3.3189	33.9304

Atoms and the computed forces on them: element, x, y, z (angstrom), force x, y, z (eV/angstrom)
Si	7.005	11.221	33.845	-0.115	0.265	0.734
Si	3.918	1.582	0.084	0.086	-0.152	0.734
Si	7.133	0.584	33.724	-0.371	0.189	0.683
Si	9.814	3.272	33.923	-0.103	0.088	0.715
Si	0.974	9.795	0.042	0.167	-0.124	0.767
Si	9.28	9.018	33.919	0.173	-0.182	0.754
Si	7.065	14.605	0.064	-0.098	0.213	0.736
Si	9.837	1.16	0.072	-0.161	0.059	0.764
Si	12.001	1.011	33.877	0.171	-0.142	0.742
Si	9.278	7.131	0.3	0.032	-0.178	0.777
Si	7.109	9.346	0.222	-0.196	0.081	0.781
Si	9.261	12.405	0.299	0.225	0.007	0.745
Si	17.355	11.887	33.892	0.152	-0.178	0.791
Si	19.978	-1.635	33.867	0.291	-0.128	0.742
Si	12.464	3.982	0.125	-0.26	0.086	0.758
Si	14.627	7.036	0.159	0.14	-0.062	0.682
Si	12.418	9.249	0.151	-0.125	0.201	0.764
Si	15.059	11.978	0.153	-0.087	0.175	0.744
Si	2.691	-0.065	1.23	0.002	-0.003	-0.038
Si	5.492	2.77	1.325	-0.001	0.022	-0.051
Si	2.79	5.462	1.239	0.017	0.019	-0.074
Si	5.496	8.14	1.408	0.002	-0.015	-0.069
Si	2.677	10.838	1.308	-0.017	0.005	-0.067
Si	5.442	13.522	1.36	-0.021	-0.01	-0.052
Si	8.18	-0.014	1.281	0.03	-0.007	-0.055
Si	10.929	2.735	1.41	0.006	-0.017	-0.057
Si	8.12	5.445	1.409	-0.016	-0.001	-0.048
Si	10.878	8.21	1.569	0.006	-0.014	-0.038
Si	8.144	10.883	1.627	0.018	-0.008	-0.045
Si	10.905	13.643	1.384	-0.001	0.034	-0.046
Si	13.579	0.037	1.28	-0.016	0.013	-0.069
Si	16.36	2.793	1.102	0.01	-0.005	-0.029
Si	13.581	5.471	1.513	-0.022	-0.007	-0.04
Si	16.259	8.181	1.386	-0.016	0.015	-0.078
Si	13.562	10.811	1.481	0.021	0.002	-0.044
Si	16.329	13.568	1.319	-0.003	-0.023	-0.065
Si	1.315	1.354	2.553	-0.014	0.015	-0.01
Si	4.099	4.108	2.687	-0.002	0.006	0.032
Si	1.386	6.792	2.626	-0.006	-0.009	-0.005
Si	4.051	9.492	2.681	0.02	0.027	0.001
Si	1.359	12.218	2.718	-0.012	-0.009	0.033
Si	4.08	14.958	2.653	0.008	0.001	0.011
Si	6.828	1.358	2.649	0.008	-0.019	0.01
Si	9.508	4.071	2.721	0.014	0.014	0.008
Si	6.804	6.793	2.817	0.017	0.012	0.036
Si	9.566	9.577	2.921	-0.006	-0.004	0.038
Si	6.715	12.226	2.851	-0.004	0.026	0.023
Si	9.513	14.985	2.738	0.001	0.003	0.03
Si	12.281	1.363	2.753	-0.003	-0.008	0.027
Si	15.063	4.078	2.667	0.003	-0.029	0.015
Si	12.198	6.781	2.866	-0.001	0.001	0.029
Si	14.939	9.485	2.834	-0.001	-0.004	0.036
Si	12.238	12.264	2.749	-0.027	-0.009	0.003
Si	14.972	14.991	2.625	-0.01	-0.005	-0.005
Si	16.314	0.03	4.002	0.017	0.015	0.004
Si	2.704	2.697	3.97	-0.002	0.002	-0.013
Si	16.375	5.442	4.043	-0.006	0.002	0.012
Si	2.71	8.137	4.046	-0.01	-0.007	0.003
Si	16.325	10.881	4.113	0.008	-0.004	-0.007
Si	2.726	13.604	4.047	-0.005	-0.009	-0.023
Si	5.443	0.007	4.014	-0.005	-0.012	0
Si	8.158	2.698	4.064	-0.016	0.008	-0.006
Si	5.42	5.434	4.121	-0.003	-0.001	-0.008
Si	8.173	8.154	4.168	-0.01	-0.017	-0.022
Si	5.361	10.839	4.128	0	-0.012	0.005
Si	8.144	13.621	4.108	0.026	0	-0.018
Si	10.885	0.015	4.098	-0.002	-0.002	-0.019
Si	13.674	2.729	4.056	-0.008	0.01	-0.007
Si	10.837	5.401	4.148	0.003	0.001	-0.001
Si	13.589	8.137	4.182	0.007	0.013	-0.008
Si	10.919	10.954	4.198	0.014	-0.002	0.005
Si	13.635	13.631	4.043	0.005	0.012	-0.004
Si	17.727	-1.364	16.292	0.001	0.003	-0.014
Si	4.071	1.344	16.319	-0.006	0.006	-0.01
Si	17.66	4.088	16.347	0.009	0.001	-0.013
Si	4.056	6.795	16.368	-0.008	-0.019	-0.001
Si	17.709	9.491	16.374	0.002	0.001	-0.012
Si	4.092	12.212	16.389	-0.024	0.017	0.003
Si	6.78	-1.4	16.309	-0.009	-0.016	-0.001
Si	9.525	1.377	16.227	-0.002	-0.007	-0.017
Si	6.78	4.095	16.32	-0.006	-0.014	-0.007
Si	9.515	6.831	16.342	0.027	0.004	-0.002
Si	6.802	9.541	16.359	0.007	0.001	0.001
Si	9.501	12.269	16.311	0.008	-0.009	-0.007
Si	12.224	-1.362	16.282	0.004	-0.003	-0.02
Si	14.958	1.387	16.311	-0.004	0.008	-0.008
Si	12.253	4.121	16.28	0.014	0.022	-0.011
Si	14.988	6.801	16.335	-0.004	0	-0.007
Si	12.259	9.511	16.273	-0.011	-0.001	-0.018
Si	14.962	12.181	16.265	0.001	0.002	-0.025
Si	19.046	-0.005	17.707	-0.016	0.006	0.004
Si	5.412	2.722	17.663	0.009	-0.003	0.008
Si	18.98	5.454	17.738	0.01	0.004	0.014
Si	5.44	8.162	17.704	-0.005	0.013	-0.012
Si	19.081	10.816	17.773	-0.01	-0.017	0.024
Si	5.479	13.55	17.756	0.038	-0.007	0.009
Si	8.169	0.012	17.55	0.019	0.024	-0.008
Si	10.845	2.774	17.572	-0.014	-0.005	-0.003
Si	8.143	5.451	17.683	0.002	0.005	-0.021
Si	10.892	8.225	17.666	-0.011	0.014	0.02
Si	8.147	10.946	17.711	-0.015	0.008	0.017
Si	10.877	13.609	17.665	-0.006	0.001	0.032
Si	13.554	0.036	17.615	0.01	-0.011	0.021
Si	16.316	2.718	17.716	-0.011	0.005	0.001
Si	13.648	5.415	17.675	-0.004	-0.013	0.027
Si	16.307	8.172	17.741	-0.001	-0.007	-0.016
Si	13.633	10.814	17.653	0.03	-0.007	-0.009
Si	16.371	13.525	17.544	0.015	-0.011	-0.018
Si	17.66	1.338	19.08	0.012	-0.005	-0.008
Si	3.997	4.025	19.04	-0.002	-0.024	-0.024
Si	17.624	6.829	19.141	0.006	-0.029	-0.007
Si	4.192	9.492	19.182	-0.002	0.031	0.007
Si	17.607	12.171	19.023	-0.045	-0.018	-0.033
Si	4.101	-1.379	19.042	0.004	0.005	-0.021
Si	6.856	1.36	18.926	-0.001	0.019	-0.033
Si	9.505	4.07	19.003	-0.001	-0.03	0.001
Si	6.79	6.805	19.051	-0.017	0.001	0.001
Si	9.556	9.642	19.037	0.039	-0.013	-0.052
Si	6.849	12.237	19.224	0.004	-0.025	0.007
Si	9.5	-1.276	18.957	-0.003	0.016	-0.025
Si	12.173	1.459	18.942	0.016	-0.006	-0.01
Si	14.957	4.04	19.121	-0.012	0.011	-0.015
Si	12.292	6.838	18.943	0.005	0.03	-0.044
Si	14.952	9.517	19.141	0	0.006	-0.002
Si	12.251	12.161	18.945	-0.03	0.006	-0.021
Si	15.002	-1.402	18.779	-0.004	0.008	-0.048
Si	16.258	-0.136	20.256	-0.02	0.007	0.07
Si	18.984	2.664	20.514	0.017	0.014	0.063
Si	16.246	5.456	20.526	-0.018	0	0.06
Si	19.027	8.193	20.494	-0.007	0.022	0.024
Si	16.204	10.938	20.561	0.02	0.015	0.064
Si	19.052	13.499	20.292	0.019	-0.032	0.047
Si	5.552	-0.01	20.291	0.018	0.002	0.054
Si	8.142	2.716	20.374	-0.018	-0.006	0.047
Si	5.382	5.416	20.336	0.007	-0.008	0.065
Si	8.238	8.184	20.305	0.023	0.008	0.049
Si	5.61	10.769	20.686	0.049	0.014	0.03
Si	8.245	13.742	20.451	-0.014	-0.003	0.06
Si	10.765	0.19	20.293	-0.07	0.04	0.038
Si	13.528	2.651	20.432	0.019	0.032	0.047
Si	10.948	5.441	20.218	0.027	-0.003	0.046
Si	13.557	8.142	20.452	-0.002	-0.007	0.102
Si	10.913	10.982	20.482	-0.028	-0.013	0.02
Si	13.641	13.602	20.1	0.011	-0.012	0.055
Si	17.412	-1.741	21.532	0.047	0.201	-0.784
Si	4.422	1.511	21.603	-0.257	0.003	-0.715
Si	17.817	4.288	21.819	-0.204	-0.3	-0.708
Si	3.797	6.474	21.679	0.084	0.277	-0.757
Si	17.918	9.855	21.782	-0.147	-0.134	-0.741
Si	3.883	12.018	21.713	0.235	0.049	-0.711
Si	7.069	-1.017	21.794	-0.065	-0.244	-0.731
Si	9.256	1.239	21.838	0.209	0.178	-0.754
Si	6.508	3.834	21.626	0.156	0.13	-0.763
Si	9.806	6.981	21.507	-0.067	-0.133	-0.792
Si	7.273	9.447	22.008	-0.28	0.2	-0.715
Si	10.071	12.88	21.666	-0.226	-0.282	-0.741
Si	12.28	-1.252	21.221	0.007	0.072	-0.507
Si	14.527	0.809	21.531	-0.003	0.105	-0.683
Si	12.381	4.316	21.658	-0.058	-0.266	-0.745
Si	14.598	6.549	21.859	0.243	0.169	-0.76
Si	11.931	9.263	21.738	0.208	0.178	-0.749
Si	14.955	12.641	21.782	-0.153	-0.372	-0.679
Si	12.089	3.076	26.719	0.041	0.062	-0.175
Si	11.197	-1.674	25.51	-0.1	0.032	-0.176
Si	6.183	0.8	30.83	0.084	0.128	0.06
Si	20.669	3.202	31.16	0	-0.038	0.131
Si	14.073	-0.138	31.804	-0.072	0.03	0.233
Si	12.727	9.826	24.757	-0.012	-0.055	-0.057
Si	17.788	3.837	29.892	0.057	0.06	0.12
Si	5.783	13.316	23.761	-0.004	0.063	-0.109
Si	9.035	12.859	26.436	0.039	-0.068	-0.156
Si	20.092	-1.571	28.194	-0.009	0.049	-0.059
Si	4.078	7.167	24.63	-0.043	-0.028	-0.126
Si	6.723	12.274	30.999	0.056	-0.091	0.11
Si	6.504	5.503	31.017	-0.036	0.006	0.141
Si	8.267	5.312	23.755	0.055	-0.003	-0.026
Si	9.322	4.639	31.113	0.045	0.058	0.159
Si	17.623	3.005	24.582	-0.074	0.033	-0.119
Si	18.775	3.227	27.271	0.032	-0.012	-0.12
Si	8.4	11.652	23.774	0.04	-0.09	-0.023
Si	19.874	0.882	24.361	-0.025	-0.029	-0.03
Si	10.321	-0.521	29.209	0.032	0.079	0.071
Si	14.701	-2.089	27.147	-0.124	0.052	-0.133
Si	7.312	1.407	28.025	0.044	-0.087	0.053
Si	13.066	-1.968	29.627	0.042	-0.041	0.106
Si	16.23	7.627	31.981	0.095	0.068	0.104
Si	5.113	12.434	26.619	0.03	0.002	-0.08
Si	6.859	7.84	24.656	0.104	-0.054	-0.161
Si	14.984	7.635	24.857	-0.154	-0.08	-0.181
Si	17.705	8.888	24.686	-0.005	-0.005	-0.114
Si	15.502	0.932	24.37	0.052	-0.006	-0.033
Si	13.407	0.377	26.38	0.029	-0.002	-0.024
Si	11.83	11.952	30.985	-0.011	-0.12	0.02
Si	5.744	7.482	28.773	0.003	0.089	0.011
Si	8.763	-0.732	26.441	-0.011	0.167	-0.153
Si	8.206	8.524	27.138	-0.057	-0.051	-0.065
Si	4.634	1.156	26.976	-0.029	0.038	0.021
Si	11.237	8.247	26.915	0.096	0.003	-0.023
Si	13.376	12.835	24.618	0.05	0.008	-0.123
Si	18.474	9.847	31.834	-0.08	-0.032	0.158
Si	19.953	5.778	27.103	0.014	0.049	-0.015
Si	10.872	7.323	31.763	-0.061	0.025	0.149
Si	16.13	2.217	31.969	0.086	-0.123	0.125
Si	17.758	-1.155	24.456	-0.027	0.017	-0.06
Si	14.925	7.338	29.268	-0.083	0.016	0.007
Si	9.48	-2.625	31.208	0.149	-0.087	0.011
Si	9.977	2.56	28.932	-0.102	-0.137	0.006
Si	7.572	11.291	28.26	-0.171	0.155	0.051
Si	12.431	9.13	29.617	-0.001	-0.076	0.145
Si	17.786	6.77	28.799	-0.067	-0.1	-0.022
Si	17.662	13.608	26.912	0.065	-0.047	-0.17
Si	10.484	3.218	23.99	-0.101	-0.008	-0.112
Si	20.961	-1.918	30.974	-0.104	0.041	0.128
Si	13.406	5.967	26.966	0.022	0.041	0.057
Si	18.88	10.852	26.701	0.065	0.011	0.007
Si	19.624	9.133	29.229	0.024	0.015	0.073
Si	1.356	14.98	5.379	-0.005	0.002	0.007
Si	4.068	1.361	5.37	0.001	0.005	0.009
Si	1.388	4.058	5.395	0.014	-0.003	0.002
Si	4.059	6.8	5.448	0.011	0.007	0.013
Si	1.369	9.503	5.437	-0.007	-0.002	0.009
Si	4.042	12.244	5.456	-0.013	0	0.011
Si	6.784	14.991	5.434	-0.011	-0.003	0.004
Si	9.522	1.369	5.449	0.004	-0.005	0.007
Si	6.795	4.056	5.437	0.016	0.004	0.004
Si	9.512	6.78	5.509	0.001	0.01	0.017
Si	6.771	9.512	5.475	0.011	0.007	0.008
Si	9.506	12.285	5.496	-0.013	0.013	0.017
Si	12.258	14.964	5.429	-0.005	-0.003	-0.004
Si	14.984	1.355	5.425	0.008	0.001	0.013
Si	12.271	4.057	5.434	0.003	-0.014	0.002
Si	14.997	6.768	5.452	-0.003	-0.012	0.011
Si	12.258	9.54	5.513	-0.006	-0.005	0.007
Si	14.969	12.267	5.438	-0.008	-0.003	0.006
Si	2.721	0.004	6.754	-0.002	0	-0.006
Si	5.421	2.702	6.777	0.001	0.003	-0.004
Si	2.716	5.42	6.792	0.001	0.001	0.003
Si	5.42	8.148	6.823	-0.006	-0.004	0
Si	2.703	10.874	6.814	0.004	0.002	0.001
Si	5.431	13.608	6.788	0.008	0	-0.002
Si	8.152	0.014	6.805	0.002	0.002	0.001
Si	10.897	2.716	6.804	0.003	0.003	-0.001
Si	8.14	5.413	6.827	0	0.004	0
Si	10.881	8.163	6.836	-0.003	-0.003	0.003
Si	8.143	10.889	6.816	0.007	0	0.003
Si	10.896	13.63	6.823	-0.001	0.001	-0.005
Si	13.614	0.004	6.79	0	0.001	0
Si	16.342	2.717	6.778	-0.007	-0.009	0.002
Si	13.616	5.423	6.804	0.002	0	-0.001
Si	16.336	8.149	6.808	0.004	0.001	0.002
Si	13.628	10.907	6.831	-0.003	-0.001	0
Si	16.333	13.627	6.78	-0.001	0.003	-0.001
Si	1.374	1.355	8.14	0.006	0.009	-0.008
Si	4.082	4.07	8.153	0.005	0.002	0
Si	1.368	6.784	8.163	-0.006	-0.002	-0.005
Si	4.072	9.521	8.172	0.006	0.001	-0.003
Si	1.349	12.249	8.156	-0.006	-0.004	0
Si	4.068	14.967	8.141	-0.005	0	-0.01
Si	6.785	1.365	8.159	0.001	-0.002	-0.005
Si	9.527	4.072	8.168	-0.001	0.008	-0.008
Si	6.784	6.786	8.175	0.005	-0.006	0
Si	9.508	9.526	8.174	-0.006	-0.012	-0.002
Si	6.786	12.253	8.163	0.005	0.003	-0.003
Si	9.521	14.981	8.168	0.009	-0.002	0.003
Si	12.25	1.353	8.159	-0.006	-0.007	0
Si	14.976	4.062	8.154	-0.003	-0.005	-0.004
Si	12.256	6.795	8.166	0.006	0.013	-0.003
Si	14.982	9.523	8.168	-0.001	0.009	-0.003
Si	12.247	12.254	8.178	-0.003	0.003	-0.005
Si	14.97	14.967	8.155	-0.006	-0.003	-0.005
Si	16.334	0.002	9.511	-0.001	0.004	-0.004
Si	2.722	2.712	9.513	-0.002	-0.005	-0.005
Si	16.325	5.429	9.517	-0.012	0.004	0
Si	2.722	8.15	9.526	0.004	-0.002	-0.004
Si	16.329	10.885	9.531	-0.005	0.003	0.001
Si	2.718	13.603	9.513	0.004	-0.004	-0.003
Si	5.428	-0.001	9.513	0.003	-0.004	-0.002
Si	8.153	2.722	9.522	0.006	0	-0.002
Si	5.43	5.427	9.531	0	0.005	0
Si	8.149	8.157	9.523	0.001	0.002	-0.003
Si	5.436	10.883	9.523	0.001	0.002	-0.002
Si	8.16	13.607	9.514	0.006	-0.001	-0.005
Si	10.884	0.011	9.529	0.001	0.006	0.001
Si	13.61	2.712	9.516	-0.003	-0.005	-0.001
Si	10.883	5.442	9.522	-0.006	-0.003	0
Si	13.61	8.163	9.519	0.002	-0.002	0.001
Si	10.88	10.885	9.523	0.002	0.002	0.001
Si	13.616	13.608	9.528	-0.001	0.002	0.002
Si	17.682	14.958	10.881	-0.006	0.005	-0.007
Si	4.074	1.356	10.882	0	0.009	0.001
Si	17.687	4.074	10.876	0.005	-0.002	-0.002
Si	4.08	6.795	10.891	0.002	-0.008	0.003
Si	17.69	9.517	10.884	-0.003	0.007	0
Si	4.075	12.239	10.876	0.005	0.003	0.002
Si	6.795	14.962	10.868	0.002	-0.006	-0.004
Si	9.516	1.37	10.883	-0.002	-0.003	0.005
Si	6.796	4.08	10.893	0.007	0.002	0.005
Si	9.517	6.806	10.88	0	0.012	0.003
Si	6.792	9.519	10.883	0.005	-0.002	0.003
Si	9.513	12.24	10.875	0.001	0.009	0.002
Si	12.248	14.966	10.879	-0.008	-0.003	-0.001
Si	14.975	1.358	10.874	-0.006	-0.005	0.001
Si	12.244	4.076	10.871	0.012	0.003	0
Si	14.968	6.795	10.87	0.001	0.001	-0.003
Si	12.247	9.525	10.877	-0.008	-0.009	-0.001
Si	14.969	12.241	10.894	-0.007	-0.007	0.005
Si	2.716	-0.003	12.246	0.004	-0.008	-0.001
Si	5.427	2.718	12.248	-0.003	-0.012	0.007
Si	2.722	5.431	12.244	-0.008	0.009	-0.003
Si	5.435	8.163	12.251	-0.002	0.001	-0.001
Si	2.73	10.874	12.247	0.005	0	0.005
Si	5.444	13.594	12.226	0.006	0.004	-0.007
Si	8.147	0.008	12.228	0.005	-0.005	0.001
Si	10.878	2.733	12.239	-0.004	0.005	0.005
Si	8.151	5.457	12.245	0.007	-0.001	0.006
Si	10.879	8.172	12.235	0.01	0.003	0.003
Si	8.155	10.877	12.239	0	-0.008	0.006
Si	10.878	13.601	12.223	0.002	-0.003	0
Si	13.618	-0.001	12.235	0.001	0.007	0
Si	16.327	2.721	12.238	-0.003	0.006	0.006
Si	13.602	5.44	12.225	-0.011	0	-0.001
Si	16.331	8.146	12.23	-0.011	-0.006	0.002
Si	13.609	10.874	12.247	-0.004	0.009	0.013
Si	16.336	13.595	12.256	0.007	0.006	0.001
Si	17.68	1.365	13.606	-0.004	0.007	0.006
Si	4.072	4.079	13.617	0.003	-0.004	-0.002
Si	17.688	6.794	13.6	0.009	-0.011	0.001
Si	4.078	9.514	13.623	-0.005	0.007	0.007
Si	17.702	12.23	13.617	-0.001	-0.009	0.007
Si	4.087	14.945	13.585	0.006	-0.005	0.001
Si	6.783	1.353	13.601	0.004	0	0.008
Si	9.519	4.105	13.597	-0.005	0.005	0.01
Si	6.791	6.814	13.62	0	0.007	0.007
Si	9.519	9.527	13.605	0.006	-0.002	0.008
Si	6.786	12.227	13.596	-0.003	0.015	0.006
Si	9.508	14.96	13.569	0.001	0.001	-0.003
Si	12.256	1.368	13.577	0.01	-0.016	0.001
Si	14.968	4.094	13.587	-0.009	0.011	0.003
Si	12.244	6.806	13.578	-0.003	0.005	-0.006
Si	14.98	9.498	13.594	0.017	-0.016	0.007
Si	12.233	12.242	13.586	-0.015	0.006	0.004
Si	14.971	14.958	13.607	-0.011	-0.001	-0.001
Si	16.327	0.004	14.969	0.004	-0.005	0.008
Si	2.707	2.724	14.983	0.007	0.005	-0.003
Si	16.328	5.443	14.96	-0.003	0.01	-0.004
Si	2.717	8.143	14.979	-0.003	-0.007	0
Si	16.359	10.835	14.958	-0.007	0.005	0.003
Si	2.768	13.579	14.971	0.009	0.009	-0.004
Si	5.424	-0.023	14.96	-0.002	-0.008	-0.002
Si	8.135	2.746	14.931	0.013	-0.002	-0.003
Si	5.419	5.455	14.977	-0.005	0.008	-0.002
Si	8.154	8.182	14.98	-0.009	0.003	0
Si	5.435	10.877	14.985	0	-0.019	0.007
Si	8.15	13.6	14.929	0	0.005	0.008
Si	10.884	-0.003	14.904	-0.002	0.004	0.001
Si	13.607	2.739	14.937	-0.014	0.001	0.001
Si	10.876	5.482	14.953	0	0.002	0.001
Si	13.617	8.135	14.946	-0.003	-0.004	0
Si	10.877	10.896	14.96	0.011	0.008	0
Si	13.601	13.587	14.945	-0.006	-0.007	0.003
O	11.787	11.681	32.568	-0.44	0.272	0.027
O	12.31	10.629	30.202	0.344	0.199	-0.196
O	14.066	8.959	25.037	0.295	0.049	0.068
O	12.847	13.17	30.7	0.403	-0.161	0.372
O	19.237	10.148	30.435	0.295	0.459	-0.117
O	11.665	8.105	30.604	-0.131	-0.055	-0.01
O	11.535	3.887	22.97	0.126	-0.114	0.377
O	13.383	-0.292	22.038	-0.122	0.038	0.566
O	14.683	-1.305	32.73	0.154	-0.272	-0.155
O	17.938	11.215	32.519	0.124	0.124	-0.514
O	8.499	2.481	28.245	-0.19	0.587	-0.206
O	10.894	2.135	33.412	0.007	0.084	-0.29
O	9.528	-1.218	30.423	-0.391	0.389	0.252
O	8.199	-0.632	33.475	-0.112	-0.186	-0.074
O	21.549	7.6	33.542	-0.067	0.012	-0.502
O	18.982	5.387	22.109	-0.066	0.161	0.493
O	13.574	10.175	33.625	-0.063	-0.086	-0.468
O	10.034	-2.359	32.707	0.375	-0.062	0.118
O	16.309	-0.449	24.583	-0.401	-0.357	0.472
O	20.311	-2.273	32.405	0.068	-0.403	-0.156
O	6.905	1.246	32.23	-0.054	0.667	-0.113
O	15.017	7.157	23.306	0.008	0.078	0.29
O	4.557	13.412	27.763	0.153	0.002	0.139
O	9.574	12.586	23.193	0.295	0.317	0.423
O	16.647	3.111	30.748	-0.214	0.139	-0.306
O	5.459	13.111	30.487	-0.192	-0.29	-0.543
O	18.62	-1.594	27.563	-0.02	0.51	0.136
O	6.347	-1.616	23.143	-0.067	0.38	0.466
O	13.581	4.922	33.674	-0.081	0.186	-0.413
O	15.121	8.207	32.973	-0.272	-0.17	-0.133
O	20.314	11.359	26.147	0.076	-0.057	-0.559
O	18.106	12.12	27.321	-0.435	-0.117	0.332
O	13.873	-0.782	30.351	0.424	0.391	-0.268
O	7.12	0.708	29.498	0.409	-0.525	0.157
O	8.195	10.158	33.462	-0.048	0.037	-0.314
O	17.223	3.909	23.303	-0.602	0.298	0.358
O	14.144	12.55	23.207	-0.222	-0.267	0.236
O	18.837	7.751	29.547	0.221	-0.29	0.216
O	8.41	10.304	22.86	0.404	-0.082	0.036
O	9.559	-0.8	27.835	0.197	-0.032	0.027
O	20.199	5.831	25.509	-0.169	-0.489	0.016
O	7.13	11.271	29.808	-0.055	-0.432	0.073
O	18.137	-1.268	22.9	0.689	0.047	0.051
O	9.883	8.342	32.555	-0.004	0.194	-0.272
O	8.057	-2.173	26.175	-0.638	0.003	-0.053
O	18.07	3.774	25.92	-0.234	0.377	0.131
O	4.802	1.102	25.362	0.35	-0.081	-0.221
O	12.981	1.765	27.078	0.02	0.075	0.278
O	10.844	8.095	22.103	-0.089	0.047	0.49
O	16.228	13.604	22.101	0.133	-0.007	0.333
O	10.355	12.49	30.558	-0.271	-0.337	-0.726
O	9.846	1.937	23.202	0.113	-0.192	0.353
O	14.327	13.524	25.738	0.37	0.081	-0.149
O	5.481	13.357	25.339	-0.132	0.268	0.328
O	4.435	12.859	22.998	-0.403	0.4	0.233
O	5.872	2.01	27.586	0.035	0.42	-0.117
O	12.143	13.895	24.414	-0.22	0.203	-0.31
O	5.43	2.703	22.118	0.107	-0.084	0.52
O	11.246	13.99	21.931	0.035	0.053	0.407
O	9.243	4.057	32.621	-0.34	-0.055	0.006
O	5.625	-0.665	31.17	0.09	-0.118	0.181
O	20.571	2.972	32.761	0.137	-0.223	-0.113
O	16.359	2.113	25.049	-0.098	0.298	0.31
O	4.776	6.53	27.92	-0.124	-0.055	-0.186
O	19.484	1.79	27.203	-0.281	-0.42	0.219
O	6.331	11.566	32.398	-0.662	-0.294	-0.121
O	6.835	5.858	32.558	0.527	-0.281	-0.02
O	16.491	8.019	25.288	0.158	-0.302	0.355
O	4.625	-0.293	27.693	0.391	-0.148	0.014
O	19.22	3.485	30.539	-0.145	-0.188	-0.011
O	16.25	13.019	33.448	0.007	0.117	-0.569
O	7.942	-3.052	31.306	-0.299	0.144	0.047
O	10.57	13.377	26.331	0.318	-0.261	0.302
O	11.728	-1.266	29.105	0.129	0.104	-0.457
O	7.15	4.458	22.977	-0.365	0.024	0.444
O	4.467	6.854	23.105	0.571	-0.042	-0.016
O	14.009	0.784	24.937	-0.512	0.176	-0.337
O	4.996	1.862	30.527	-0.157	-0.152	-0.203
O	5.359	7.928	25.253	-0.086	0.213	0.661
O	6.913	12.198	23.492	-0.081	-0.228	-0.183
O	15.354	1.342	22.824	0.037	0.328	-0.077
O	19.06	10.955	22.222	0.116	-0.069	0.403
O	14.439	6.444	25.809	0.308	-0.295	-0.214
O	12.062	6.859	26.85	-0.265	-0.146	-0.038
O	9.677	7.86	27.088	-0.041	-0.357	-0.034
O	17.345	1.466	32.724	0.092	0.17	-0.077
O	16.365	7.516	28.518	0.063	0.193	-0.56
O	15.387	6.953	30.776	0.031	-0.633	0.203
O	10.972	3.208	27.856	-0.198	0.518	0.045
O	13.791	-2.635	28.357	-0.1	-0.45	-0.056
O	12.168	-0.648	26.287	-0.276	0.164	0.371
O	17.105	6.49	32.715	-0.145	-0.223	-0.215
O	15.072	1.091	31.546	0.063	-0.074	-0.302
O	11.329	2.813	25.304	-0.117	-0.47	-0.112
O	18.91	2.153	24.121	0.287	0.129	-0.475
O	6.146	6.83	30.189	-0.185	0.201	0.37
O	19.097	9.736	27.837	-0.037	-0.128	-0.23
O	9.125	6.244	22.771	0.043	0.191	0.145
O	18.979	-0.278	25.038	0.31	-0.098	0.406
O	10.443	1.078	29.407	0.213	0.07	0.516
O	18.897	-0.455	33.53	0.039	-0.119	-0.6
O	7.705	0.455	26.731	-0.155	-0.025	-0.578
O	18.478	6.4	27.386	-0.455	0.259	-0.328
O	7.099	7.637	27.907	0.192	-0.317	0.005
O	12.452	9.821	23.167	-0.007	0.127	-0.039
O	17.299	9.264	23.165	-0.554	0.013	0.052
O	9.312	4.264	24.43	-0.2	-0.229	0.506
O	11.507	9.141	25.583	-0.296	0.1	-0.139
O	4.102	0.556	22.888	0.264	-0.431	0.121
O	19.966	4.259	27.625	0.453	-0.12	0.476
O	13.011	4.413	26.727	0.1	0.029	-0.135
O	13.982	8.663	29.394	0.343	0.474	-0.052
O	10.057	3.543	30.2	0.285	-0.181	0.087
O	14.087	6.208	28.437	0.094	-0.21	0.082
O	16.208	-2.457	27.505	0.032	0.098	0.35
O	11.952	6.756	32.809	0.269	-0.037	-0.139
O	17.665	3.185	28.422	-0.456	-0.525	-0.229
O	8.699	11.662	25.372	-0.145	-0.546	0.187
O	12.713	0.403	32.529	-0.229	-0.217	-0.418
O	17.601	5.442	29.726	0.012	0.072	0.142
O	19.578	9.188	32.807	-0.126	0.127	-0.008
O	18.879	4.815	33.583	0.111	-0.164	-0.299
O	6.341	11.597	27.252	0.024	-0.043	-0.368
O	19.076	8.058	24.692	0.047	-0.152	-0.011
O	8.163	0.104	22.306	0.008	0.07	0.426
O	17.215	8.852	31.578	-0.009	0.078	-0.511
O	7.473	6.327	24.74	0.048	-0.139	0.66
O	4.904	8.845	29.098	0.352	0.454	0.073
O	7.854	4.816	30.469	0.077	-0.055	-0.669
O	8.732	12.38	27.947	0.465	0.313	0.379
O	17.963	10.233	25.533	-0.058	0.559	-0.12
O	15.41	3.258	32.934	0.005	0.008	-0.465
O	9.887	-0.694	25.225	-0.105	0.411	-0.511
O	12.904	11.381	25.174	-0.049	0.127	0.715
O	19.916	-1.558	29.803	-0.402	0.213	-0.052
O	13.508	5.372	22.189	0.077	0.042	0.425
O	7.762	8.782	25.599	0.331	0.6	-0.099
O	6.761	8.391	23.137	-0.329	-0.431	0.041
O	8.277	9.894	27.947	0.31	0.039	0.289
O	10.063	6.079	31.123	-0.113	-0.041	-0.277
O	5.28	4.479	30.877	0.019	0.008	-0.275
O	17.699	13.785	25.292	-0.188	-0.635	-0.395
O	14.56	-0.462	27.143	0.628	0.482	0.346
O	11.709	9.125	28.18	-0.289	0.599	-0.176

Results
total energy: -101655.241 eV
total energy less fixed offsets of O -438.35, Si -107.03 eV per atom: -2.041 eV
